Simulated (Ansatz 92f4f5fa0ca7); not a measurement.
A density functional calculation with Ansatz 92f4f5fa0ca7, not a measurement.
Periodic cell of 226 atoms, Si133O92P1, from a study of silicon, its oxide and their interface. The atomic structure is a simulated model.
Doubt: the cutoff is far below the 930 eV that the study's wrapper takes by default for these files, so forces and energies are approximate.
This geometry differs little from another in the collection (a relaxation step or a small displacement).

Settings: functional PBE; potential files Ansatz PAW; basis plane waves; wave-function cutoff 580 eV; density cutoff ratio 5; exchange-correlation grid ratio 1; k mesh 1 x 1 x 1, Gamma-centred; self-consistency stop 5e-08 eV per atom in the density residual; occupations fixed; spin none; net charge +1 e, with a uniform compensating background and no finite-size correction.

Cell vectors (angstrom)
a	10.938	0	0
b	0	10.938	0
c	0	0	31.9494

Atoms and the computed forces on them: element, x, y, z (angstrom), force x, y, z (eV/angstrom)
Si	10.6229	0.0022	24.4091	-0.0305	0.0056	0.0762
Si	5.0767	0.1231	24.6624	0.0077	0.022	0.0378
Si	2.822	2.2917	24.5212	0.0274	-0.0097	0.0688
Si	8.5684	2.4378	24.559	-0.0036	-0.0198	0.0469
Si	10.7082	5.5853	24.3276	0.0116	0.0358	0.0593
Si	5.1548	5.6171	24.4397	-0.0226	-0.003	0.0688
Si	2.9866	7.9566	24.3994	-0.0017	-0.0267	0.0526
Si	8.418	7.8288	24.4074	0.0228	0.0041	0.0795
Si	1.291	1.1307	25.8366	0.0058	0.0068	-0.0575
Si	6.8161	1.329	25.7453	-0.0161	-0.0024	-0.0246
Si	3.9839	4.0113	25.7271	0.0037	-0.0026	-0.0281
Si	9.6907	4.0222	25.8509	-0.0152	-0.0133	-0.0417
Si	1.3382	6.7946	25.6675	-0.0214	0.0001	-0.0249
Si	6.8026	6.7227	25.7475	0.0007	-0.0056	-0.0539
Si	4.0001	9.4646	25.9576	0.0023	0.0223	-0.0464
Si	9.483	9.4398	25.7992	-0.009	-0.0088	-0.0347
Si	2.6336	-0.1324	27.2844	0.0094	-0.0055	-0.0031
Si	8.1401	-0.0723	27.146	0.0367	0.0275	-0.0007
Si	0.0804	2.653	27.2068	-0.0113	-0.0067	0.0055
Si	5.4485	2.7251	27.1101	-0.0136	-0.0199	0.007
Si	2.6647	5.414	27.1048	0.0208	0.024	0.0124
Si	8.1909	5.3684	27.1258	0.0072	0.0063	0.0285
Si	0.0097	8.1517	27.1284	0.015	0.0084	0.0123
Si	5.5126	8.1403	27.1761	-0.0032	-0.0029	0.0182
Si	4.08	1.326	28.4935	0.0288	0.0293	-0.017
Si	9.5511	1.3157	28.5052	-0.0217	-0.0403	-0.0147
Si	1.3851	4.0658	28.5601	0.0413	-0.0133	0.0321
Si	6.8078	4.0642	28.5197	-0.0024	-0.0072	0.0098
Si	4.0818	6.7795	28.4852	-0.0084	-0.0466	-0.0212
Si	9.5572	6.7779	28.4798	0.013	-0.0162	-0.0278
Si	1.2961	9.4813	28.6222	-0.0463	-0.0449	0.0624
Si	6.8244	9.5303	28.5608	0.0082	-0.0075	0.0327
Si	-0.039	-0.0237	29.9352	0.0152	-0.0145	-0.0166
Si	5.4481	-0.016	29.8873	0.003	-0.0116	0.0046
Si	2.7656	2.7106	29.9011	-0.0165	0.0311	0.0001
Si	8.1884	2.7018	29.8668	-0.0228	0.0094	0.0028
Si	-0.0156	5.4388	29.8873	-0.0267	-0.0045	-0.0009
Si	5.4553	5.4512	29.8869	0.0068	-0.0093	-0.0004
Si	2.737	8.1379	29.9071	-0.0233	0.0516	-0.0161
Si	8.224	8.164	29.8829	-0.021	0.0199	0.0085
Si	1.3676	1.3717	31.2654	-0.0029	-0.0076	0.0042
Si	6.8214	1.3638	31.2465	0.0157	-0.0003	0.0046
Si	4.1106	4.088	31.2705	-0.0016	-0.0113	-0.0008
Si	9.5452	4.0792	31.2461	0.0102	0.0106	-0.0049
Si	1.3552	6.8063	31.2697	0.0091	-0.0139	0.0052
Si	6.829	6.8355	31.2559	0.0061	0.0104	0
Si	4.087	9.5592	31.2548	0.0003	-0.0139	0.002
Si	9.5558	9.5348	31.2861	0.0011	0.004	-0.0042
Si	2.7456	0.006	0.6843	-0.0074	0.0125	-0.0039
Si	8.1991	0.0117	0.6559	0.0021	-0.0038	-0.0027
Si	-0.0018	2.7573	0.6836	-0.0076	-0.0149	0.0039
Si	5.4842	2.7442	0.691	-0.0043	0.0167	-0.0062
Si	2.7363	5.4596	0.678	-0.0031	0.0072	0.0029
Si	8.2128	5.4778	0.6741	-0.016	-0.0093	0.0017
Si	0.0202	8.204	0.7065	-0.0142	0.0138	-0.0027
Si	5.4722	8.2288	0.6868	0.0057	0.0104	-0.0045
Si	4.1014	1.4054	2.0637	0.0035	-0.0152	0.0113
Si	9.594	1.3411	2.0333	-0.0134	0.0079	0.0035
Si	1.3507	4.1431	2.0577	0.0367	-0.0153	0.0113
Si	6.8236	4.1469	2.0501	0.0358	-0.0142	0.0141
Si	4.0911	6.8582	2.0313	0	-0.0279	0.0256
Si	9.5807	6.8383	2.0637	-0.0088	0.0063	0.0096
Si	1.3763	9.6133	2.0636	0.021	-0.0098	0.0295
Si	6.8525	9.6276	2.0441	0.0356	-0.0171	0.0156
Si	0.0338	0.0434	3.4678	0.0152	0.0129	0.0207
Si	5.4844	0.0429	3.4374	-0.029	0.0055	0.106
Si	2.7066	2.7707	3.4073	-0.0355	0.0121	-0.0236
Si	8.2547	2.776	3.3427	-0.0789	-0.0353	0.0968
Si	0.0229	5.5124	3.4716	0.0109	0.0029	0.0799
Si	5.4708	5.5375	3.422	0.0018	0.0361	-0.0122
Si	2.7519	8.248	3.4027	-0.0178	0.0176	0.0143
Si	8.2398	8.2773	3.3823	0.0259	0.0717	-0.0353
Si	1.3715	1.46	4.855	-0.0043	-0.0049	-0.007
P	6.9033	1.4712	4.7263	0.0771	0.0965	-0.0066
Si	4.0645	4.1538	4.7323	0.0471	-0.0417	0.1078
Si	9.5958	4.0739	4.8037	0.006	-0.0004	-0.0284
Si	1.3737	6.9729	4.849	-0.0144	-0.012	-0.0039
Si	6.8388	6.9937	4.7273	-0.0118	-0.0467	0.0385
Si	4.1065	9.583	4.8213	0.0096	0.0141	-0.006
Si	9.6153	9.5894	4.8146	-0.0265	-0.0053	0.0648
Si	2.736	0.0336	6.1524	0.0305	-0.0144	-0.0074
Si	8.2749	0.1252	6.0909	-0.068	-0.0501	-0.0249
Si	0.0226	2.8049	6.3234	-0.0122	0.0276	0.0137
Si	5.5189	2.827	6.072	-0.0479	-0.0609	-0.1108
Si	2.7617	5.5775	6.1502	-0.0109	0.0319	0.0119
Si	8.2612	5.6131	5.9561	-0.0304	-0.0101	-0.0138
Si	0.0353	8.3122	6.3729	0.0099	0.0536	0.0158
Si	5.5055	8.2839	6.238	-0.0164	0.0482	0.0106
Si	4.4051	1.162	7.3384	0.1022	-0.0301	-0.1776
Si	9.8066	1.1785	7.6401	0.0288	-0.0502	-0.1132
Si	1.1756	4.5142	7.5303	0.0115	0.0091	-0.1296
Si	6.668	4.5524	7.249	0.0159	0.0135	-0.0454
Si	4.326	6.6947	7.5584	0.0193	-0.041	-0.0969
Si	9.7235	6.6256	7.5128	0.0351	0.0149	-0.0807
Si	1.2649	9.9371	7.7205	-0.0618	-0.0106	-0.1953
Si	6.7001	9.9553	7.4296	-0.0103	0.0746	-0.2347
O	9.5744	1.2347	23.9777	0.0248	0.0101	0.0119
O	4.0971	6.8013	23.9395	0.0147	0.015	0.0144
O	4.015	1.2382	24.0291	-0.0093	0.0002	0.0121
O	9.5365	6.6974	23.8945	-0.0112	0.0017	0.0101
O	-0.0223	5.5686	8.0155	-0.0001	-0.0242	0.0314
O	5.5488	0.1093	7.9232	0.008	0.0343	0.0466
O	0.0482	0.0907	8.1315	-0.0078	-0.0118	0.0323
O	5.5492	5.6042	7.8829	-0.0478	-0.0794	-0.0482
O	7.6245	3.9344	8.4085	0.0365	-0.0249	0.0634
O	8.7155	7.0582	8.7584	-0.0434	0.0419	0.0615
O	2.1729	9.4529	9.0346	0.0921	-0.0591	0.1354
O	8.8846	1.6667	8.9352	-0.0587	0.0799	0.0803
O	7.6804	9.5041	8.6685	0.0448	-0.0679	0.1116
O	3.6185	1.8755	8.5691	-0.0574	0.1057	0.0984
O	3.5821	7.2225	8.946	-0.0345	0.0633	0.0923
O	2.057	4.0293	8.837	0.0772	-0.0496	0.0934
O	8.1356	3.495	23.3671	-0.0385	0.038	-0.0385
O	0.4536	4.9339	22.9539	0.0356	-0.0628	-0.0512
O	1.9007	2.7423	23.242	-0.0475	0.0289	-0.0539
O	5.829	4.9116	23.1149	0.0508	-0.0449	-0.0505
O	5.531	9.983	23.5136	0.031	-0.0337	-0.0318
O	2.4441	8.6999	23.0268	-0.0414	0.0403	-0.0528
O	0.1858	10.0658	23.0868	0.049	-0.039	-0.0607
O	7.7908	8.5739	23.0726	-0.0537	0.046	-0.0533
Si	8.6606	7.7	18.4424	-0.0009	-0.0005	-0.0119
Si	8.7901	6.361	13.6332	-0.0019	0.0037	0.0433
Si	3.7964	1.5446	14.7478	-0.0007	-0.0025	0.0304
Si	2.1403	5.7531	17.6298	-0.0083	-0.0032	-0.0007
Si	2.418	3.1461	19.4874	-0.0126	0.0048	-0.0119
Si	9.8208	9.0352	12.0852	0.0034	0.0028	0.03
Si	1.3301	9.4237	22.0722	0.0064	-0.003	0.0392
Si	9.1763	0.9659	13.2003	0.0029	0.0005	0.045
Si	1.424	5.0544	13.0338	0.0041	0.0055	0.0501
Si	1.797	8.2552	12.8313	0.0028	0.0033	0.031
Si	6.6509	9.5528	22.4236	0.0144	-0.0192	0.0218
Si	4.5291	4.6087	15.7129	0.0045	0.0081	0.0237
Si	8.2131	3.0209	9.6013	0.0028	-0.0243	-0.0665
Si	0.8421	8.2486	19.2617	0.0011	0.0111	-0.0077
Si	6.9505	1.3503	21.0898	0.0053	-0.0032	-0.0237
Si	8.2438	8.3384	9.6778	0.0091	-0.0073	-0.0702
Si	10.8926	5.2088	15.6118	0.0008	0.0011	0.0192
Si	7.5716	9.5038	16.3218	-0.0013	-0.0075	0.0146
Si	9.9304	2.0596	20.2958	-0.0011	0.0005	-0.017
Si	3.2161	8.512	9.9302	-0.0386	-0.002	-0.0818
Si	6.6967	3.3481	17.4063	0.0035	0.0042	0.0036
Si	1.1666	0.2139	19.802	0.0029	-0.0076	-0.0205
Si	3.2399	2.813	12.3107	-0.0043	-0.0027	0.0365
Si	7.2205	5.3938	19.6817	0.0017	-0.0093	-0.0106
Si	5.7477	8.691	11.5514	0.0059	-0.0081	0.0201
Si	5.7905	6.0856	13.2112	0.0042	0.0004	0.0421
Si	4.6359	9.7067	17.6286	-0.0007	-0.0079	0.0014
Si	1.0226	3.5982	22.1666	-0.0006	0.0295	0.0426
Si	4.8987	1.4866	18.7986	0.0043	-0.0027	-0.0077
Si	3.2016	3.1076	9.5393	-0.0555	-0.0144	-0.0941
Si	6.4539	10.8311	13.8017	0.0005	-0.0026	0.0374
Si	10.3524	0.1213	15.9746	0.002	0.0076	0.0103
Si	5.6627	3.6735	11.1704	0.0131	-0.0033	0.0504
Si	9.8467	3.9011	11.9129	-0.0071	-0.004	0.0381
Si	2.3455	9.9267	15.5558	-0.0021	-0.0084	0.0164
Si	6.0768	8.1195	19.801	-0.0033	0.0081	-0.0124
Si	6.9345	3.972	22.3697	-0.0043	0.0169	0.0239
Si	9.7539	2.782	17.3652	0.0022	0.0011	0.0072
O	7.2012	6.3874	13.9808	0.001	-0.0002	-0.0213
O	1.8837	7.0628	18.678	0.0061	-0.0138	0.0078
O	10.2853	4.0466	16.5303	-0.002	0.0002	-0.005
O	6.1671	9.9613	17.0547	0.009	-0.0037	-0.0081
O	10.153	0.7018	14.4661	0.0037	-0.0044	-0.012
O	8.4478	6.117	18.8557	0.0039	0.0064	0.0116
O	5.1765	0.6978	14.4436	-0.0019	0.0013	-0.0166
O	5.716	2.0571	17.5166	0.0037	0.0049	-0.003
O	8.3471	1.944	20.5555	0.0113	0.0019	0.02
O	1.9918	4.3015	18.4002	0.0044	0.0159	0.0012
O	6.9588	2.8164	10.6367	-0.0273	0.0057	0.0026
O	4.8765	2.7141	12.2239	-0.0119	-0.0037	-0.0231
O	6.0329	4.3962	16.3434	-0.0028	0.0014	-0.0097
O	4.5652	3.9442	9.9491	0.0146	0.0045	-0.0062
O	10.6882	2.7767	21.5562	-0.0188	-0.0213	-0.0031
O	9.733	6.1684	14.9617	0.0042	-0.0018	-0.0109
O	6.0089	6.484	19.8392	0.001	-0.0007	0.0182
O	4.0828	0.1725	18.2817	0.0005	-0.0031	0.0077
O	9.257	10.5543	12.2716	0.0008	0.0102	-0.0222
O	2.8548	4.3564	12.7066	-0.0046	0.005	-0.029
O	1.9097	10.7087	21.2134	-0.0015	0.019	-0.0068
O	3.9954	2.7257	19.3801	0.0065	-0.0053	0.0158
O	0.7313	10.0446	15.9653	0.0015	0.0009	-0.0083
O	1.2782	9.8065	18.8383	0.0003	-0.002	0.0047
O	1.712	1.668	19.2714	0.0039	0.0008	0.0154
O	8.9413	10.3978	16.499	-0.0015	-0.0023	-0.0036
O	4.8749	8.5826	18.7947	-0.0063	0.0061	0.0011
O	9.5935	8.7623	10.4824	0.0179	0.0039	0.0124
O	6.7501	4.0855	18.8551	-0.0025	-0.0109	-0.0006
O	2.8468	1.715	13.4131	0.0016	-0.0044	-0.0151
O	5.8271	8.7675	21.2683	-0.0108	-0.02	-0.0175
O	2.5582	2.4383	10.8773	0.0031	-0.0033	0.0347
O	7.6186	4.8484	21.1721	0.007	0.0202	-0.018
O	5.2225	7.4901	12.5502	-0.0005	-0.009	-0.0177
O	0.4361	9.069	12.508	0.0046	-0.0014	-0.0244
O	7.5852	1.0659	13.577	-0.0033	-0.0021	-0.0245
O	7.1126	9.6412	14.7464	0.0004	-0.0003	-0.0124
O	8.9745	5.03	12.6967	0.0004	0.0113	-0.0174
O	8.0972	8.0413	16.9126	-0.0058	0.0092	-0.0085
O	6.2131	2.5735	21.9035	-0.0014	-0.0214	0.0101
O	2.4632	9.0696	14.1164	0.0021	0.0065	-0.0108
O	0.4278	4.494	11.8648	0.0066	0.0031	-0.0229
O	0.8162	8.3179	20.9363	-0.0083	-0.0177	-0.0179
O	9.3948	3.8321	10.3488	0.0294	0.0196	0.0168
O	9.6592	2.3855	12.5273	-0.0004	-0.0086	-0.0265
O	7.6203	8.5629	19.3943	0.0121	-0.0027	0.0143
O	2.5524	8.171	11.3741	-0.0227	-0.0065	0.0335
O	3.975	3.0688	15.375	-0.0005	-0.0026	-0.0137
O	0.8337	4.4861	14.4408	-0.0036	-0.0041	-0.0169
O	10.0491	3.0006	18.9579	-0.0008	0.0058	-0.0076
O	9.1418	7.8026	12.9304	-0.0027	-0.0107	-0.0179
O	10.5132	0.5398	20.0755	0.0042	-0.004	0.019
O	6.0398	5.0557	11.9415	-0.0008	0.0151	-0.0167
O	8.1548	2.7443	17.0098	-0.0013	0.0005	-0.0014
O	3.5395	5.4876	16.7312	0.0033	-0.0022	-0.0033
O	4.6649	9.142	10.382	0.0255	0.0021	0.0062
O	1.5394	6.675	13.187	-0.0035	-0.007	-0.0264
O	4.7604	5.5021	14.3455	-0.0015	-0.0043	-0.0165
O	2.049	3.8573	20.92	0.0217	-0.0078	-0.02
O	10.5544	1.4195	16.9446	0.0009	-0.0054	-0.0035
O	0.9544	6.0769	16.5507	-0.0019	-0.0015	-0.0052
O	7.3317	10.9511	21.9376	0.0021	0.0246	0.0093
O	5.9352	0.915	19.913	-0.0226	-0.0026	-0.0021
O	6.0612	10.0466	12.4099	0.0061	0.0169	-0.0161
O	2.8492	0.5494	15.612	-0.0005	0.0027	-0.0077
O	7.0515	8.0589	10.7562	-0.0363	-0.0007	0.01
O	10.246	8.0198	18.6891	-0.0076	-0.0038	0.012
O	3.4471	9.1977	16.5825	-0.0001	0.0039	-0.0095

Results
free energy: -137633.780 eV
free energy less fixed offsets of O -568.88, P -755.39, Si -635.61 eV per atom: -5.300 eV

The program warned: the cutoff lies below the one the program advises for these potential files; the forces do not sum to zero within the program's tolerance; the exchange-correlation potential is rough where the density is thin.
